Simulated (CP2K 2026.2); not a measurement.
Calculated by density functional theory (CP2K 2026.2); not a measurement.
Periodic cell of 504 atoms, Si360O144, from a study of silicon, its oxide and their interface. The atomic structure is a simulated model.
Doubt: the forces sum to 1.93 eV/angstrom along one axis rather than to zero, so they err by at least 0.0038 eV/angstrom per atom on average; the grid cutoff is modest.

Settings: functional PBE; method Gaussian and plane waves; basis set DZVP-MOLOPT-SR-GTH; pseudopotentials GTH-PBE; grid cutoff 350 Ry, relative cutoff 50 Ry; k points Gamma only; occupations fixed; spin none; net charge 0.

Cell vectors (angstrom)
a 16.32 0 0
b 0 16.32 0
c 7.5325 0.8134 33.6388

Atoms and the computed forces on them: element, x, y, z (angstrom), force x, y, z (eV/angstrom)
Si 1.101 15.153 0.176 0.217 -0.08 0.753
Si 3.883 1.549 0.074 0.167 -0.157 0.767
Si 1.669 3.768 0.122 -0.167 0.068 0.762
Si 4.283 6.591 0.233 -0.144 0.03 0.765
Si 1.16 9.874 0.042 0.071 -0.238 0.771
Si 4.215 11.943 0.067 -0.036 0.3 0.701
Si 7.023 14.798 0.032 -0.241 0.11 0.751
Si 9.835 1.128 0.052 -0.162 0.142 0.713
Si 14.064 5.236 33.525 0.26 -0.255 0.724
Si 9.856 6.582 0.065 -0.202 0.086 0.72
Si 13.978 10.533 33.633 0.217 -0.109 0.71
Si 9.133 12.479 0.069 0.192 -0.068 0.752
Si 12.022 15.208 0.138 0.035 -0.201 0.742
Si 15.124 0.964 0.077 -0.042 0.268 0.716
Si 12.035 4.319 0.191 0.109 -0.084 0.719
Si 14.783 7.068 0.008 0.241 -0.213 0.717
Si 12.51 9.268 0.003 -0.155 0.286 0.758
Si 15.255 12.097 0.001 -0.251 0.088 0.705
Si 2.714 16.326 1.4 -0.013 0.011 -0.047
Si 5.494 2.764 1.265 -0.028 0.021 -0.062
Si 2.728 5.376 1.454 0.005 -0.005 -0.066
Si 5.449 8.173 1.459 -0.02 0 -0.05
Si 2.703 10.883 1.476 -0.017 0.003 -0.037
Si 5.403 13.603 1.278 0.005 -0.013 -0.032
Si 8.203 16.337 1.343 0.014 -0.015 -0.066
Si 10.887 2.713 1.435 0.011 -0.002 -0.06
Si 8.165 5.462 1.268 -0.004 -0.009 -0.049
Si 10.931 8.186 1.367 0.022 -0.001 -0.058
Si 8.044 10.859 1.341 -0.014 -0.003 -0.066
Si 10.82 13.578 1.314 -0.015 -0.003 -0.066
Si 13.577 16.285 1.504 -0.013 -0.008 -0.055
Si 16.287 2.654 1.3 0.012 -0.03 -0.075
Si 13.664 5.486 1.368 -0.004 0.031 -0.048
Si 16.353 8.218 1.31 -0.002 0.017 -0.062
Si 13.633 10.91 1.265 0.028 -0.005 -0.065
Si 16.3 13.592 1.474 0.011 -0.01 -0.038
Si 1.328 1.352 2.746 0.004 0.005 0.035
Si 4.14 4.043 2.756 0.007 -0.03 0.044
Si 1.345 6.81 2.694 -0.001 0.014 0.01
Si 4.04 9.485 2.798 0.005 0.003 0.021
Si 1.384 12.278 2.811 -0.003 0.003 0.03
Si 4.086 14.947 2.698 -0.004 -0.007 -0.004
Si 6.821 1.392 2.654 -0.013 -0.005 0.004
Si 9.461 4.076 2.703 0 0.019 0.025
Si 6.874 6.818 2.726 0.004 -0.033 0.019
Si 9.499 9.534 2.662 -0.002 0.007 -0.001
Si 6.727 12.243 2.72 0.003 0.015 0.025
Si 9.519 14.954 2.732 -0.015 -0.011 0.048
Si 12.264 1.397 2.804 -0.011 0.001 0.028
Si 14.988 4.065 2.682 0 -0.011 -0.002
Si 12.28 6.827 2.748 0.005 -0.003 0.035
Si 14.973 9.556 2.697 0.005 0.005 0.027
Si 12.228 12.228 2.64 0.015 0.009 0.011
Si 14.914 14.904 2.828 0.006 0.006 0.025
Si 16.309 16.304 4.117 0.01 0.013 -0.014
Si 2.728 2.702 4.09 -0.01 0.008 -0.017
Si 16.321 5.44 4.055 -0.007 -0.002 0
Si 2.69 8.121 4.117 -0.001 0.005 0.015
Si 16.32 10.884 4.103 -0.014 -0.017 -0.018
Si 2.75 13.633 4.128 -0.006 -0.003 0.001
Si 5.455 16.333 4.025 0.003 0.009 -0.01
Si 8.14 2.72 4.082 0.009 0.012 0.004
Si 5.483 5.448 4.078 -0.009 0.012 -0.011
Si 8.202 8.175 4.085 -0.014 0.001 0.009
Si 5.404 10.885 4.11 0.006 0.017 -0.015
Si 8.134 13.594 4.068 -0.004 -0.007 -0.017
Si 10.88 16.315 4.099 0.007 -0.014 -0.016
Si 13.633 2.758 4.109 0.006 -0.003 0.015
Si 10.871 5.442 4.048 0.006 -0.005 -0.019
Si 13.626 8.194 4.088 0.007 0.006 -0.007
Si 10.872 10.883 4.024 0.001 0 -0.004
Si 13.539 13.545 4.112 0 -0.016 0.011
Si 17.708 14.981 16.321 0.002 0.025 -0.002
Si 4.069 1.361 16.299 -0.006 0.002 -0.014
Si 17.69 4.085 16.297 -0.001 0 -0.021
Si 4.091 6.796 16.328 0.002 0.013 -0.007
Si 17.686 9.519 16.279 0.002 0.008 -0.01
Si 4.11 12.246 16.328 -0.006 0.017 -0.009
Si 6.836 14.942 16.323 -0.002 0.004 -0.013
Si 9.517 1.348 16.373 0.006 -0.009 0.003
Si 6.818 4.079 16.353 0.01 0.005 -0.005
Si 9.502 6.797 16.316 0.006 -0.005 -0.016
Si 6.78 9.522 16.336 0 -0.014 -0.004
Si 9.488 12.253 16.343 -0.007 -0.003 -0.008
Si 12.23 14.992 16.321 0.009 -0.007 -0.015
Si 14.951 1.369 16.297 0.001 0.005 -0.016
Si 12.238 4.061 16.304 -0.005 -0.001 -0.013
Si 14.943 6.782 16.296 -0.012 -0.01 -0.011
Si 12.216 9.493 16.315 0.013 -0.014 -0.015
Si 14.952 12.236 16.278 0.006 -0.014 -0.01
Si 19.073 16.337 17.708 -0.007 -0.01 0.027
Si 5.411 2.716 17.659 0.012 -0.021 -0.015
Si 19.043 5.436 17.676 -0.02 -0.009 0.004
Si 5.444 8.145 17.708 -0.021 0.003 0.018
Si 19.033 10.887 17.636 0.012 -0.012 0.004
Si 5.499 13.592 17.698 0.002 -0.005 -0.011
Si 8.165 16.277 17.735 0.019 -0.003 0.016
Si 10.921 2.701 17.706 0.012 0.018 -0.009
Si 8.192 5.441 17.717 -0.013 -0.006 0.001
Si 10.842 8.144 17.693 0.015 0.001 0.008
Si 8.118 10.888 17.709 -0.004 0.015 -0.013
Si 10.844 13.656 17.667 0 0.02 0.011
Si 13.579 16.37 17.683 -0.003 0.021 -0.001
Si 16.339 2.71 17.63 -0.01 -0.012 -0.009
Si 13.553 5.448 17.66 0.022 0.003 -0.005
Si 16.349 8.122 17.614 0.005 0.004 -0.013
Si 13.604 10.853 17.623 -0.012 -0.003 -0.014
Si 16.308 13.613 17.613 -0.008 -0.021 -0.008
Si 17.705 1.413 19.045 -0.011 0.014 -0.042
Si 20.405 4.088 19.034 -0.004 0.002 0
Si 17.681 6.791 19.033 -0.019 0.023 -0.003
Si 20.349 9.515 19.016 0.016 -0.02 -0.039
Si 17.663 12.264 18.96 -0.002 -0.019 -0.021
Si 20.481 14.96 19.044 -0.005 0.036 -0.041
Si 6.713 1.309 19.003 -0.027 -0.031 -0.022
Si 9.601 4.085 19.054 0.012 0.025 -0.025
Si 6.825 6.79 19.087 -0.001 0.008 -0.038
Si 9.466 9.51 19.041 -0.006 -0.022 -0.007
Si 6.809 12.243 19.134 -0.01 0.015 0.009
Si 9.554 14.976 19.171 0.018 0 -0.032
Si 12.24 1.36 19.139 -0.01 -0.014 -0.004
Si 14.953 4.071 18.934 -0.008 0.009 -0.034
Si 12.17 6.767 19.068 -0.007 -0.034 -0.029
Si 14.977 9.454 18.937 -0.002 -0.004 -0.045
Si 12.223 12.25 18.909 0.009 -0.003 -0.023
Si 14.98 15.004 18.955 0.017 -0.004 -0.012
Si 16.351 16.291 20.348 0.013 -0.003 0.061
Si 19.057 2.81 20.443 -0.027 -0.019 0.043
Si 16.261 5.432 20.307 -0.014 0.016 0.042
Si 19.009 8.146 20.421 -0.005 0.006 0.043
Si 16.327 10.83 20.253 0.005 0.001 0.017
Si 19.056 13.607 20.303 -0.009 0.002 0.063
Si 5.442 16.308 20.522 0.008 0.014 0.038
Si 8.131 2.686 20.203 0.014 -0.01 0.013
Si 5.411 5.419 20.422 -0.012 0.017 0.047
Si 8.16 8.188 20.482 0 0.009 0.058
Si 5.356 10.882 20.403 -0.026 -0.002 0.067
Si 8.221 13.538 20.542 0.028 -0.002 0.049
Si 10.898 16.39 20.62 -0.006 -0.031 0.05
Si 13.666 2.753 20.382 -0.024 0.013 0.045
Si 10.904 5.399 20.569 0.033 0.005 0.038
Si 13.595 8.139 20.314 0.007 -0.019 0.009
Si 10.838 10.919 20.28 0.003 0.029 0.061
Si 13.58 13.653 20.211 -0.012 -0.006 0.023
Si 17.995 15.207 21.62 -0.168 -0.051 -0.736
Si 20.135 1.194 21.765 0.166 0.116 -0.653
Si 17.413 3.974 21.715 0.313 0.275 -0.54
Si 20.633 7.042 21.709 -0.106 -0.117 -0.692
Si 17.79 9.703 21.696 -0.217 -0.266 -0.656
Si 20.011 11.975 21.673 0.289 0.153 -0.721
Si 7.103 15.165 21.797 -0.255 -0.16 -0.691
Si 9.149 1.275 21.746 0.368 0.075 -0.658
Si 7.041 4.201 21.584 -0.375 -0.214 -0.61
Si 9.235 6.55 21.812 0.407 0.336 -0.621
Si 6.492 9.314 21.703 0.153 0.08 -0.674
Si 9.883 12.386 21.836 -0.34 -0.109 -0.667
Si 12.096 14.653 21.717 0.067 0.298 -0.685
Si 15.286 1.599 21.616 -0.299 -0.241 -0.633
Si 12.588 4.255 21.828 -0.236 -0.112 -0.621
Si 14.705 6.557 21.629 0.046 0.15 -0.687
Si 12.485 9.833 21.453 -0.258 -0.344 -0.619
Si 14.772 12.081 21.414 0.209 0.196 -0.633
Si 20.411 11.964 24.643 -0.051 0.011 -0.116
Si 17.942 0.788 28.668 0.05 -0.042 -0.097
Si 17.142 2.905 30.757 0.073 -0.041 0.121
Si 13.412 12.244 25.756 0.033 0.019 -0.06
Si 12.648 16.761 31.574 0.023 0.03 0.135
Si 7.436 1.118 28.742 0.148 0.144 0.022
Si 20.169 15.166 28.843 -0.153 0.018 0.095
Si 17.603 2.212 25.891 -0.114 -0.02 -0.04
Si 19.912 4.421 30.931 -0.036 -0.037 0.087
Si 22.178 8.52 28.629 -0.064 -0.117 -0.106
Si 10.144 8.903 31.627 -0.07 0.04 0.098
Si 6.483 1.448 25.78 0.06 0.046 -0.035
Si 9.786 3.314 28.814 -0.04 -0.057 -0.009
Si 11.991 16.77 25.921 -0.166 -0.019 -0.004
Si 11.79 1.063 28.867 -0.04 -0.028 0.039
Si 12.209 9.141 29.321 0.07 -0.06 -0.015
Si 16.295 13.659 23.713 -0.086 -0.015 -0.108
Si 20.31 2.61 24.548 -0.12 0.018 -0.048
Si 7.5 7.458 30.879 -0.078 0.052 0.117
Si 7.011 15.019 24.753 0.004 -0.022 -0.032
Si 18.526 7.138 26.735 -0.003 0.021 -0.018
Si 13.356 6.417 28.385 0.148 0.058 -0.122
Si 21.054 11.193 28.342 -0.062 -0.032 0.006
Si 8.246 4.749 30.917 0.011 -0.022 0.028
Si 13.117 9.903 24.124 -0.05 -0.09 0.077
Si 15.813 8.539 23.75 0.043 -0.094 -0.041
Si 19.558 11.596 30.966 0.051 -0.01 0.021
Si 20.152 5.831 24.552 0.14 -0.012 -0.013
Si 11.015 5.117 26.699 -0.014 -0.052 0.068
Si 9.721 14.515 26.011 -0.005 -0.051 -0.001
Si 16.786 7.775 30.725 -0.006 -0.015 0.087
Si 8.251 3.119 23.967 -0.146 0.011 -0.123
Si 6.768 10.291 24.613 0.06 -0.101 -0.144
Si 18.748 10.301 26.396 0.066 -0.013 -0.045
Si 6.373 7.349 25.828 0.009 0.062 -0.059
Si 21.445 13.702 26.706 -0.055 0.034 -0.048
Si 12.236 2.99 24.746 0.055 -0.01 -0.17
Si 15.03 2.107 24.446 0.122 -0.025 0.026
Si 9.441 15.203 28.965 0.079 0.021 -0.045
Si 22.254 2.627 30.859 0.001 0.022 0.084
Si 10.37 14.521 31.655 0.032 -0.006 0.086
Si 16.818 12.341 30.762 0.047 0.001 0.091
Si 16.489 12.227 26.315 -0.03 0.06 -0.052
Si 13.687 14.936 24.483 0.011 -0.213 -0.13
Si 19.579 7.145 29.456 -0.101 -0.059 0.019
Si 11.739 10.179 26.505 0.047 0.043 -0.048
Si 14.774 10.068 30.648 -0.017 -0.099 0.158
Si 17.359 14.226 28.631 0.094 0.035 -0.03
Si 15.141 5.067 30.53 -0.116 0.131 0.172
Si 16.604 4.534 24.525 0.129 0.007 -0.069
Si 15.703 6.934 26.268 -0.152 -0.049 0.001
Si 20.914 14.248 31.598 0.05 -0.056 0.055
Si 9.513 11.569 24.884 0.031 0.082 -0.069
Si 9.091 6.054 24.754 -0.069 0.013 -0.147
Si 1.366 14.97 5.473 -0.004 0 0.01
Si 4.089 1.339 5.43 0 -0.01 0.001
Si 1.374 4.091 5.427 0.006 0.001 0.006
Si 4.092 6.782 5.441 0.01 -0.013 0.018
Si 1.346 9.509 5.459 0.001 0.007 0.006
Si 4.076 12.247 5.48 -0.004 -0.002 0.013
Si 6.796 14.975 5.421 -0.011 -0.005 0.003
Si 9.511 1.361 5.436 -0.004 0.009 0.01
Si 6.804 4.08 5.452 0.001 -0.002 0.01
Si 9.542 6.803 5.439 0.009 -0.003 0.009
Si 6.806 9.525 5.429 -0.003 -0.011 0.014
Si 9.517 12.237 5.411 0.001 0.002 0.004
Si 12.221 14.947 5.46 -0.003 0.004 0.013
Si 14.967 1.368 5.46 -0.004 -0.004 0.017
Si 12.233 4.099 5.434 -0.005 0.009 0.014
Si 14.965 6.8 5.431 0.005 0.003 0.012
Si 12.231 9.536 5.421 -0.003 0.006 0.007
Si 14.94 12.22 5.459 0.006 0.01 0.009
Si 2.733 16.324 6.819 -0.003 -0.006 0
Si 5.437 2.713 6.795 -0.002 0.01 -0.001
Si 2.73 5.433 6.805 0.004 0.005 0.004
Si 5.446 8.16 6.791 -0.006 0.002 -0.001
Si 2.708 10.875 6.814 -0.002 0.003 0.009
Si 5.449 13.616 6.806 -0.009 0 0.002
Si 8.153 16.323 6.797 0.005 -0.004 -0.002
Si 10.879 2.723 6.789 0.003 -0.002 0
Si 8.172 5.443 6.797 -0.001 -0.004 0
Si 10.891 8.167 6.795 0.004 -0.001 0.004
Si 8.167 10.88 6.79 0 0.002 -0.002
Si 10.858 13.59 6.805 0.003 0.004 0
Si 13.596 16.317 6.802 0.004 -0.002 0.003
Si 16.334 2.732 6.801 0.004 -0.005 -0.004
Si 13.594 5.454 6.796 -0.006 0.006 0.002
Si 16.314 8.148 6.814 -0.001 -0.001 0.003
Si 13.582 10.871 6.815 0.001 -0.002 -0.001
Si 16.31 13.595 6.802 0.001 -0.003 0.004
Si 17.689 1.37 8.166 0.011 0.008 0.002
Si 4.084 4.07 8.163 -0.012 -0.007 0.002
Si 17.687 6.796 8.164 -0.001 0.004 -0.006
Si 4.083 9.516 8.158 0.003 0.006 -0.005
Si 17.668 12.237 8.168 -0.011 -0.007 -0.001
Si 4.085 14.96 8.174 -0.004 0 0.002
Si 6.797 1.361 8.16 -0.007 -0.003 -0.007
Si 9.525 4.082 8.157 0.001 0.004 -0.004
Si 6.804 6.798 8.154 0 0 -0.007
Si 9.522 9.519 8.155 0.003 -0.001 -0.008
Si 6.81 12.244 8.155 0.005 0.011 -0.006
Si 9.508 14.96 8.16 -0.002 -0.008 0.003
Si 12.232 1.359 8.153 0 -0.003 -0.003
Si 14.958 4.086 8.152 0.003 -0.002 -0.009
Si 12.243 6.81 8.164 0.004 0.006 0.004
Si 14.948 9.511 8.168 -0.01 -0.006 -0.001
Si 12.229 12.24 8.167 0.006 -0.004 -0.003
Si 14.958 14.96 8.162 0.008 0.002 -0.003
Si 16.323 16.321 9.516 -0.004 0 -0.004
Si 2.728 2.72 9.53 -0.002 0.005 0.003
Si 16.321 5.439 9.519 0.004 0.004 0
Si 2.724 8.159 9.522 0.001 -0.002 -0.001
Si 16.309 10.876 9.525 -0.004 0 -0.004
Si 2.717 13.597 9.521 -0.001 -0.005 -0.002
Si 5.444 16.323 9.529 -0.004 -0.002 0.002
Si 8.161 2.722 9.515 0.004 0.003 0
Si 5.445 5.437 9.515 -0.004 -0.006 -0.003
Si 8.162 8.156 9.514 -0.004 0.004 -0.001
Si 5.444 10.881 9.511 0 -0.001 -0.005
Si 8.158 13.602 9.525 0 -0.002 -0.001
Si 10.875 16.319 9.517 -0.003 0.001 -0.003
Si 13.596 2.721 9.508 -0.002 -0.005 -0.002
Si 10.879 5.445 9.517 0.011 0 0
Si 13.595 8.161 9.534 0.009 0 0.004
Si 10.873 10.878 9.524 0 0.001 0.001
Si 13.596 13.601 9.521 0.002 0.006 -0.002
Si 17.682 14.962 10.881 0.003 0.002 0
Si 4.087 1.361 10.891 -0.006 0.003 0.002
Si 17.684 4.081 10.879 0 -0.011 0.001
Si 4.084 6.797 10.877 -0.003 0.006 0
Si 17.679 9.52 10.879 -0.007 0.003 -0.002
Si 4.081 12.237 10.873 -0.002 0.004 -0.002
Si 6.802 14.962 10.886 0 -0.003 0.002
Si 9.516 1.36 10.877 0.003 -0.006 0.002
Si 6.804 4.08 10.88 -0.006 0.004 0.002
Si 9.516 6.798 10.883 0 -0.002 0
Si 6.802 9.517 10.871 0.006 0.001 -0.002
Si 9.517 12.241 10.882 0 0.003 0
Si 12.237 14.96 10.879 0.007 -0.005 0.001
Si 14.953 1.358 10.868 0.01 0.006 0
Si 12.236 4.079 10.871 0.004 0.007 -0.002
Si 14.961 6.798 10.88 -0.008 -0.002 0.001
Si 12.23 9.521 10.889 0.005 0.001 0.001
Si 14.953 12.24 10.886 -0.003 -0.007 -0.002
Si 19.045 16.317 12.245 -0.002 0.002 0.008
Si 5.452 2.719 12.247 0.001 -0.001 0.003
Si 19.046 5.438 12.24 -0.007 0.002 0.008
Si 5.445 8.157 12.234 -0.001 0.002 -0.001
Si 19.043 10.881 12.236 0.006 -0.002 -0.002
Si 5.439 13.598 12.234 -0.005 -0.001 0.003
Si 8.161 16.323 12.246 0.003 -0.002 0.004
Si 10.874 2.723 12.234 0.006 0.003 -0.005
Si 8.158 5.437 12.247 -0.004 -0.003 0
Si 10.87 8.159 12.248 0.01 0.005 0.009
Si 8.158 10.875 12.234 -0.001 0.004 -0.002
Si 10.877 13.602 12.241 -0.001 -0.004 0.001
Si 13.597 16.322 12.238 -0.003 0.001 0.002
Si 16.318 2.715 12.222 -0.005 0.003 0
Si 13.594 5.439 12.23 0.014 -0.006 0.001
Si 16.321 8.158 12.238 0 -0.001 0.002
Si 13.586 10.886 12.246 -0.003 0.001 0.002
Si 16.321 13.601 12.24 -0.003 -0.001 -0.002
Si 17.672 1.36 13.588 -0.004 0.009 0.002
Si 4.094 4.082 13.601 0.002 -0.006 0.004
Si 17.683 6.799 13.596 -0.005 -0.001 0.011
Si 4.085 9.519 13.589 0 -0.001 0.002
Si 17.694 12.249 13.598 -0.003 -0.005 0.007
Si 4.095 14.962 13.603 -0.006 -0.001 0.007
Si 6.809 1.36 13.616 0.004 -0.002 0.004
Si 9.512 4.069 13.607 0.006 0.004 -0.001
Si 6.798 6.801 13.606 -0.004 0.006 0.003
Si 9.51 9.524 13.608 -0.011 0.008 0.008
Si 6.796 12.233 13.587 0.005 -0.007 0.002
Si 9.523 14.964 13.602 0.001 -0.008 0.003
Si 12.232 1.364 13.592 0.004 0.011 0.003
Si 14.962 4.078 13.575 -0.004 -0.003 -0.006
Si 12.229 6.787 13.596 0.012 -0.012 0.003
Si 14.95 9.517 13.589 -0.004 0.009 -0.002
Si 12.222 12.242 13.612 0.004 0.001 0.004
Si 14.959 14.96 13.597 0.008 -0.003 0.005
Si 16.322 16.318 14.957 -0.015 0.004 -0.001
Si 19.039 2.72 14.937 -0.013 -0.004 -0.005
Si 16.314 5.431 14.941 0 -0.003 -0.002
Si 19.058 8.152 14.948 -0.003 0.01 0.001
Si 16.321 10.879 14.93 -0.007 -0.003 -0.007
Si 19.061 13.608 14.968 0.012 -0.005 0.004
Si 5.457 16.314 14.975 0.004 -0.007 0
Si 8.168 2.71 14.992 -0.001 0.003 -0.006
Si 5.454 5.433 14.976 -0.003 -0.004 0.005
Si 8.147 8.168 14.969 0.001 -0.002 0.001
Si 5.441 10.878 14.954 -0.008 0 0.002
Si 8.158 13.587 14.94 0 0.01 -0.001
Si 10.869 16.339 14.965 0.003 0 0.004
Si 13.603 2.727 14.933 0.008 0.002 -0.006
Si 10.867 5.429 14.962 0.004 0.002 -0.002
Si 13.588 8.152 14.946 0 0.006 -0.002
Si 10.857 10.884 14.982 0.004 0.004 0.003
Si 13.582 13.615 14.957 -0.002 -0.005 -0.008
O 12.861 11.661 33.215 0.169 0.207 -0.304
O 14.019 16.314 32.296 0.429 0.41 -0.405
O 11.616 15.534 31.635 -0.005 0.025 -0.15
O 6.289 16.45 24.871 -0.464 0.029 -0.246
O 16.559 2.59 21.864 0.06 -0.354 0.067
O 17.58 4.692 23.209 0.489 0.485 0.155
O 8.581 15.187 25.083 0.215 0.413 -0.407
O 18.898 10.84 22.046 -0.174 -0.163 0.154
O 13.617 5.476 22.222 0.158 -0.004 0.154
O 9.289 2.223 23.081 0.466 0.154 0.281
O 13.545 11.054 21.709 -0.261 0.237 -0.019
O 17.087 12.535 32.339 0.373 -0.454 -0.042
O 10.963 13.567 22.165 -0.026 -0.035 0.326
O 8.562 2.277 28.669 -0.201 0.184 -0.052
O 21.008 15.061 27.467 0.277 0.37 -0.224
O 11.33 1.673 25.069 -0.755 -0.018 -0.238
O 17.366 1.525 29.97 -0.193 -0.356 0.22
O 17.363 3.808 25.764 0.156 0.4 0.464
O 7.526 17.05 33.294 0.234 -0.109 -0.231
O 20.67 1.946 23.111 0.218 -0.073 0.164
O 10.293 3.463 33.265 -0.032 -0.091 -0.327
O 18.462 6.222 33.288 -0.071 0.075 -0.207
O 21.147 8.946 33.265 -0.102 0.109 -0.207
O 12.021 1.715 32.346 -0.089 0.238 -0.129
O 15.756 8.878 30.142 0.028 0.028 -0.625
O 14.753 1.204 23.121 -0.172 -0.363 0.199
O 9.183 15.206 32.494 -0.28 0.036 -0.31
O 19.995 6.408 23.055 -0.336 0.045 -0.046
O 7.7 6.557 25.381 0.105 -0.049 0.276
O 6.452 13.976 25.843 0.419 -0.42 -0.091
O 20.745 11.269 29.927 0.195 -0.201 0.322
O 17.156 9.19 23.123 0.291 0.096 0.434
O 8.681 5.261 32.384 0.096 0.738 -0.167
O 9.013 7.849 31.225 0.226 -0.343 -0.25
O 12.918 14.985 23.073 -0.052 0.387 -0.029
O 12.855 7.663 29.278 -0.095 0.036 0.179
O 10.432 10.443 25.596 -0.285 -0.333 -0.124
O 11.517 9.431 27.891 -0.416 -0.21 0.195
O 9.95 13.011 25.474 0.404 0.149 0.16
O 17.244 10.839 26.627 -0.234 -0.314 0.319
O 18.843 6.286 25.398 -0.219 0.068 -0.128
O 15.481 7.211 22.898 0.355 -0.409 0.042
O 12.742 9.275 25.574 0.268 -0.481 0.129
O 15.453 12.642 22.783 0.22 -0.365 0.272
O 21.446 6.505 25.245 0.161 -0.229 -0.064
O 8.149 16.372 22.176 -0.087 -0.118 0.413
O 18.91 1.915 24.989 0.139 -0.522 -0.292
O 7.483 5.983 30.215 -0.309 -0.001 -0.659
O 22.117 10.019 28.041 0.34 0.199 -0.34
O 13.384 16.301 25.251 0.427 0.385 -0.068
O 13.696 2.503 25.249 0.152 -0.13 0.437
O 16.193 6.29 30.547 0.18 -0.232 -0.342
O 22.914 7.401 32.216 0.142 -0.145 -0.212
O 16.928 8.086 32.307 -0.247 0.55 -0.186
O 16.808 2.605 32.314 -0.298 0.095 -0.116
O 13.059 11.51 24.35 -0.137 0.341 -0.437
O 18.814 8.696 26.43 0.33 0.148 -0.368
O 12.901 6.352 33.255 -0.127 -0.075 -0.361
O 12.418 11.617 26.86 -0.209 0.323 0.566
O 11.833 4.237 25.644 0.34 0.242 -0.039
O 20.215 4.429 32.516 0.279 -0.147 0.193
O 17.459 14.426 22.934 0.305 -0.274 0.531
O 14.39 6.861 27.201 0.006 0.189 -0.24
O 19.819 13.064 31.597 -0.237 0.243 0.437
O 20.769 8.223 29.373 -0.134 0.197 0.12
O 6.98 8.497 29.777 0.404 0.462 -0.059
O 14.6 9.569 23.611 0.136 0.421 -0.08
O 20.231 4.224 24.471 0.074 0.116 -0.048
O 18.227 7.859 29.991 -0.024 0.426 0.042
O 15.799 5.744 25.19 -0.323 -0.054 -0.143
O 15.27 14.761 24.29 0.341 0.62 0.303
O 9.511 6.872 23.402 0.11 0.291 0.163
O 8.069 16.022 29.183 -0.478 -0.447 0.262
O 6.725 14.49 23.246 -0.181 -0.344 -0.038
O 21.711 12.57 27.825 0.28 0.119 0.461
O 11.003 9.345 30.357 -0.177 0.175 -0.144
O 11.16 8.191 32.633 -0.098 -0.015 -0.198
O 22.269 13.67 32.28 0.371 0.325 -0.231
O 14.453 9.849 32.229 -0.053 -0.217 -0.148
O 6.759 1.005 27.292 -0.129 -0.283 0.018
O 12.409 0.946 27.397 0.648 -0.028 0.068
O 7.052 10.066 23.032 0.127 0.383 0.085
O 20.332 15.466 32.468 0.308 0.375 -0.317
O 17.878 1.788 27.41 -0.022 0.022 0.202
O 17.05 15.789 28.36 -0.484 0.232 -0.428
O 12.174 3.441 23.189 -0.348 -0.055 0.198
O 16.782 13.322 27.449 -0.274 0.156 -0.079
O 5.423 8.158 22.183 -0.094 0.096 0.469
O 18.454 3.83 30.628 -0.082 0.04 -0.347
O 19.035 16.356 22.16 0.002 -0.084 0.312
O 11.161 2.526 29.094 0.463 0.253 0.287
O 21.129 14.813 30.098 0.32 0.309 -0.092
O 9.334 14.397 27.576 -0.349 -0.363 0.172
O 22.609 1.459 29.818 -0.397 -0.272 0.03
O 20.015 5.932 30.405 0.146 0.1 0.276
O 16.683 13.769 30.024 -0.528 0.322 0.236
O 20.29 13.203 25.682 -0.57 0.281 -0.114
O 7.585 11.797 33.186 0.1 -0.108 -0.316
O 19.678 10.888 27.57 -0.079 -0.106 0.339
O 15.878 8.251 25.335 -0.023 0.56 0.085
O 19.486 10.556 32.193 -0.429 -0.194 -0.081
O 18.974 14.06 28.76 0.11 -0.656 0.029
O 19.267 10.868 24.968 -0.115 0.004 -0.319
O 19.472 16.626 28.952 0.455 0.274 -0.026
O 8.012 11.098 25.239 -0.024 0.004 0.373
O 18.125 11.553 30.212 0.06 -0.504 -0.649
O 8.059 5.434 21.883 -0.235 0.203 -0.088
O 21.861 2.069 32.322 -0.594 -0.228 -0.207
O 14.551 4.827 32.026 0.175 -0.13 -0.071
O 9.442 10.175 32.328 0.087 0.318 -0.473
O 16.248 1.49 25.333 -0.104 -0.693 0.035
O 18.487 0.828 33.249 0.066 -0.146 -0.537
O 15.902 3.706 30.117 -0.008 -0.261 -0.628
O 14.912 11.935 26.237 -0.159 -0.208 0.275
O 9.936 4.193 27.472 -0.436 0 -0.204
O 12.895 0.817 30.023 0.712 0.006 -0.255
O 9.015 4.463 24.428 0.376 -0.104 -0.01
O 6.203 7.478 27.437 0.234 -0.51 0.079
O 20.393 12.56 23.144 0.182 0.287 -0.043
O 10.984 15.511 25.906 0.102 -0.235 -0.143
O 7.747 2.314 25.263 0.429 -0.009 0.262
O 15.491 11.496 30.466 -0.337 0.396 -0.478
O 10.91 13.182 32.367 -0.264 -0.15 -0.163
O 13.159 13.792 25.492 -0.113 0.128 0.216
O 16.986 12.822 24.897 0.318 0.138 -0.127
O 6.478 8.846 25.252 0.068 0.124 -0.188
O 15.629 14.465 33.223 -0.111 0.173 -0.436
O 14.026 5.36 29.407 -0.213 -0.278 -0.002
O 7.255 3.51 31.085 0.1 -0.246 0.23
O 12.074 9.4 22.99 -0.491 -0.368 0.126
O 21.816 11.223 24.873 0.002 0.12 0.54
O 21.038 3.491 30.25 0.034 -0.084 -0.454
O 19.414 6.58 27.951 0.356 -0.494 -0.279
O 15.458 3.577 23.937 -0.196 0.095 -0.284
O 13.432 10.113 29.748 0.049 0.474 -0.122
O 6.926 3.483 23.066 -0.375 -0.191 0.152
O 9.611 11.641 23.262 0.029 -0.47 0.046
O 12.048 5.76 27.734 0.008 0.114 0.328
O 9.774 14.198 30.188 -0.198 -0.618 -0.147
O 21.441 2.29 25.65 0.038 0.391 0.452
O 10.234 6.268 25.876 0.043 0.449 0.286
O 10.633 16.276 28.945 0.097 -0.195 -0.194
O 9.525 4.304 30.058 0.498 0.12 0.019
O 17.001 6.915 27.219 -0.104 0.005 0.723

Results
total energy: -101656.447 eV
total energy less fixed offsets of O -438.35, Si -107.03 eV per atom: -3.247 eV
